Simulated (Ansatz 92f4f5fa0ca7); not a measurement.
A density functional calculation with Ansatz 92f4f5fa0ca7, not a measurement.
Periodic cell of 213 atoms, Si132O78H3, from a study of silicon, its oxide and their interface. The atomic structure is a simulated model.
Doubt: the cutoff is far below the 930 eV that the study's wrapper takes by default for these files, so forces and energies are approximate.

Settings
functional: PBE
potential files: Ansatz PAW
basis: plane waves
wave-function cutoff: 580 eV
density cutoff ratio: 5
exchange-correlation grid ratio: 1
k mesh: 1 x 1 x 1, Gamma-centred
self-consistency stop: 5e-08 eV per atom in the density residual
occupations: fixed
spin: none
net charge: -1 e, with a uniform compensating background and no finite-size correction

Cell vectors (angstrom)
a, 10.938, 0, 0
b, 0, 10.938, 0
c, 0, 0, 31.3387

Atoms and the computed forces on them: element, x, y, z (angstrom), force x, y, z (eV/angstrom)
Si, 10.3527, 0.5146, 23.9859, 0.0088, 0.0106, 0.0282
Si, 5.7274, 10.6303, 23.9237, 0.0655, -0.0724, 0.13
Si, 2.2071, 3.0477, 23.9099, -0.0768, 0.0591, 0.1078
Si, 8.656, 2.2255, 24.0018, -0.0062, 0.0065, 0.0202
Si, 0.345, 4.8929, 23.8763, 0.0952, -0.0498, 0.1524
Si, 4.8892, 5.9248, 24.0366, -0.0305, 0.0513, 0.1644
Si, 3.206, 7.6489, 23.8774, 0.0181, -0.0096, 0.198
Si, 7.5154, 8.7887, 23.8318, -0.0702, 0.0643, 0.1846
Si, 1.1946, 1.4167, 25.261, -0.0162, 0.0264, 0.0745
Si, 6.8433, 1.3156, 25.2169, 0.0114, -0.0104, 0.0258
Si, 3.9397, 4.1053, 25.1869, -0.0113, -0.0027, 0.044
Si, 9.6008, 3.9942, 25.2535, 0.0023, -0.0236, 0.0724
Si, 1.3426, 6.7361, 25.0499, -0.001, -0.0041, 0.021
Si, 6.718, 6.9331, 25.1333, 0.0182, 0.0205, 0.0538
Si, 4.0587, 9.4987, 25.1431, 0.0217, 0.0031, 0.0412
Si, 9.3752, 9.6233, 25.1092, -0.0172, 0.0262, 0.0369
Si, 2.6675, -0.0174, 26.456, -0.0483, -0.0734, -0.125
Si, 8.1416, -0.0236, 26.662, -0.0629, -0.0484, 0.1612
Si, -0.0508, 2.7315, 26.7516, 0.0002, 0.0037, 0.1814
Si, 5.4188, 2.7403, 26.4706, 0.0166, -0.0109, -0.1145
Si, 2.6394, 5.4686, 26.6148, -0.0302, -0.0059, 0.1039
Si, 8.1646, 5.4968, 26.4259, -0.0045, -0.034, -0.1542
Si, -0.0739, 8.1894, 26.3584, 0.0291, -0.0208, -0.1708
Si, 5.4083, 8.2155, 26.6286, -0.0514, -0.0159, 0.1184
Si, 4.0672, 1.3442, 27.8422, 0.0049, 0.0277, 0.1204
Si, 9.5141, 1.3294, 28.0426, 0.0718, 0.0478, -0.2923
Si, 1.3389, 4.1225, 28.0496, -0.022, -0.1372, -0.3506
Si, 6.8007, 4.128, 27.8314, 0.0056, -0.049, 0.1043
Si, 4.0454, 6.8271, 27.9646, 0.0581, -0.0058, -0.179
Si, 9.5471, 6.8428, 27.8131, -0.0227, -0.0205, 0.1546
Si, 1.2993, 9.5315, 27.8086, 0.0596, 0.0622, 0.0993
Si, 6.7838, 9.5496, 28.0133, 0.0706, 0.0004, -0.283
Si, 0.0073, -0.0348, 29.2889, 0.08, -0.0479, 0.0688
Si, 5.4349, 0.0194, 29.2965, -0.0268, 0.0638, 0.0066
Si, 2.75, 2.7186, 29.2891, 0.0157, -0.0279, 0.0817
Si, 8.1593, 2.7654, 29.2914, -0.0666, 0.082, -0.0121
Si, -0.0454, 5.5124, 29.2992, -0.0632, 0.0811, 0.0055
Si, 5.4612, 5.4673, 29.2765, 0.0076, 0.0063, 0.035
Si, 2.6914, 8.2218, 29.2765, -0.0388, 0.0701, -0.0355
Si, 8.2125, 8.1834, 29.2789, 0.036, -0.0038, 0.0608
Si, 1.3673, 1.3673, 30.6549, 0.0263, -0.1804, -0.1217
Si, 6.8362, 1.3673, 30.6549, -0.2502, 0.1865, 0.1073
Si, 4.1018, 4.1018, 30.6549, 0.1726, -0.0812, -0.0566
Si, 9.5708, 4.1018, 30.6549, -0.2309, 0.1456, 0.0747
Si, 1.3673, 6.8362, 30.6549, -0.1821, 0.2156, 0.1306
Si, 6.8362, 6.8362, 30.6549, 0.057, -0.1202, -0.1301
Si, 4.1018, 9.5708, 30.6549, -0.3158, 0.0722, 0.0256
Si, 9.5708, 9.5708, 30.6549, 0.0572, -0.1644, -0.0251
Si, 2.7345, 0, 0.6835, -0.0034, 0.1298, 0.0847
Si, 8.2035, 0, 0.6835, 0.2932, -0.1721, -0.0255
Si, 0, 2.7345, 0.6835, 0.2824, -0.1558, -0.1359
Si, 5.469, 2.7345, 0.6835, -0.1102, 0.0796, 0.0795
Si, 2.7345, 5.469, 0.6835, 0.1639, -0.2221, -0.0013
Si, 8.2035, 5.469, 0.6835, -0.1757, 0.1139, 0.1211
Si, 0, 8.2035, 0.6835, -0.0631, 0.2007, 0.0663
Si, 5.469, 8.2035, 0.6835, 0.292, -0.1688, -0.0429
Si, 4.0925, 1.3934, 2.0646, -0.0303, 0.0326, -0.0317
Si, 9.6243, 1.3424, 2.0549, 0.0528, -0.0953, -0.0086
Si, 1.413, 4.054, 2.055, 0.0603, -0.0809, -0.0436
Si, 6.8288, 4.104, 2.0562, 0.0149, -0.0062, -0.0566
Si, 4.1474, 6.8007, 2.0499, -0.0033, -0.0372, -0.0035
Si, 9.5624, 6.8579, 2.0474, -0.0587, 0.0208, -0.065
Si, 1.3662, 9.5907, 2.0507, -0.002, -0.0105, -0.0177
Si, 6.8703, 9.55, 2.052, 0.0463, -0.0365, -0.0654
Si, 0.1021, 0.0468, 3.5204, -0.1479, -0.0734, -0.0921
Si, 5.517, 0.029, 3.3336, 0.0542, -0.1168, 0.2625
Si, 2.7686, 2.7228, 3.5599, -0.0734, 0.0469, -0.1569
Si, 8.2559, 2.7401, 3.3341, -0.0605, 0.0246, 0.2998
Si, 0.0288, 5.4601, 3.2946, 0.084, -0.0153, 0.3611
Si, 5.4689, 5.4167, 3.5116, 0.0942, 0.0746, -0.1035
Si, 2.7828, 8.2138, 3.3221, -0.038, -0.0171, 0.2853
Si, 8.2459, 8.2188, 3.5019, -0.0784, 0.0207, -0.0753
Si, 1.4572, 1.3632, 5.0167, 0.2643, 0.0484, 0.1968
Si, 6.9183, 1.3645, 4.6966, 0.0122, 0.0341, -0.124
Si, 4.1236, 4.0709, 4.9735, -0.1159, -0.0467, 0.2097
Si, 9.6405, 4.1011, 4.6848, 0.0189, 0.0461, -0.1405
Si, 1.4561, 6.7789, 4.6352, -0.2907, 0.0476, -0.1086
Si, 6.861, 6.8025, 4.8369, 0.0279, 0.1413, 0.0918
Si, 4.1477, 9.5896, 4.6697, 0.0136, 0.4048, -0.0161
Si, 9.6818, 9.5952, 4.859, 0.055, -0.2273, 0.1086
Si, 2.9322, -0.1221, 6.3116, -0.0138, 0.2477, -0.2486
Si, 8.2984, 0.0829, 6.1487, 0.0109, 0.0216, -0.0717
Si, 0.0236, 2.8733, 6.2342, -0.0253, -0.0339, -0.0733
Si, 5.5947, 2.612, 6.2226, 0.1033, -0.0022, -0.0306
Si, 2.6597, 5.5259, 6.237, 0.1649, -0.105, -0.0917
Si, 8.3154, 5.4324, 6.1214, -0.0156, -0.0915, -0.0144
Si, 0.2424, 8.1743, 6.0617, -0.2352, 0.053, -0.3481
Si, 5.426, 8.2275, 6.0625, 0.1639, -0.2045, -0.075
Si, 4.9453, 0.6816, 7.5186, -0.0378, 0.0087, -0.3603
Si, 9.1412, 1.9547, 7.4076, -0.0889, 0.0674, -0.2628
Si, 0.8469, 4.7014, 7.5587, -0.0851, 0.0237, -0.265
Si, 7.3912, 3.639, 7.3701, 0.046, -0.0604, -0.2743
Si, 3.558, 7.4329, 7.3, 0.168, -0.0178, 0.1728
Si, 10.06, 6.5209, 7.3136, 0.0288, 0.0235, -0.3076
Si, 1.8917, 9.075, 7.4388, -0.3407, 0.2121, 0.3866
Si, 6.6153, 9.8352, 7.2482, -0.0212, 0.0732, -0.2158
H, 3.8601, 7.2058, 8.7488, 0.2777, -0.268, -0.002
O, 7.0294, 4.0016, 8.962, -0.073, 0.1533, 0.3502
O, 9.6011, 1.8008, 9.007, 0.0055, -0.0667, 0.3669
O, 5.0527, 1.0459, 9.1494, 0.1185, 0.0894, 0.4941
O, 7.2943, 9.1215, 8.6018, 0.0799, -0.0977, 0.239
O, 9.4365, 7.3581, 8.6223, -0.1756, 0.0594, 0.282
O, 1.2626, 4.236, 9.1112, 0.0758, -0.0461, 0.3915
H, 8.3032, 2.6366, 22.603, -0.0109, -0.0009, -0.0173
H, 10.7763, 0.2027, 22.5803, -0.0031, -0.009, -0.0196
O, 10.3449, 5.374, 22.564, -0.0728, 0.0626, -0.2688
O, 2.7917, 2.1458, 22.6053, 0.0942, -0.0766, -0.1876
O, 2.9885, 7.8539, 22.2294, -0.0112, 0.0509, -0.3229
O, 5.2272, 5.5366, 22.4601, 0.0171, -0.095, -0.2439
O, 4.9907, 0.4488, 22.6094, -0.0868, 0.1059, -0.2069
O, 7.9419, 8.2432, 22.3255, 0.0787, -0.0561, -0.3053
Si, 4.5204, 8.2061, 14.4891, -0.0022, 0.0256, -0.1372
Si, 4.1634, 1.6414, 21.8467, -0.0241, -0.0341, 0.2835
Si, 3.9509, 1.4314, 15.3239, 0.0181, 0.0008, -0.124
Si, 5.866, 1.2152, 10.5524, -0.0342, -0.0101, -0.492
Si, 8.042, 7.8652, 9.3173, 0.0625, 0.0041, -0.3896
Si, 7.2958, 1.5314, 14.6724, -0.001, -0.0178, -0.1402
Si, 5.832, 7.8344, 19.066, -0.0022, 0.002, 0.1143
Si, 8.5726, 10.5861, 18.881, -0.0021, -0.038, 0.1024
Si, 5.0279, 4.5161, 21.2237, -0.0119, 0.0182, 0.2698
Si, 10.5619, 2.848, 12.6711, -0.015, -0.0001, -0.3403
Si, 1.1393, 5.0207, 16.9611, 0.0188, 0.0107, -0.0077
Si, 3.2446, 8.292, 20.6835, -0.0315, -0.0483, 0.2743
Si, 4.6093, 9.8802, 17.1197, -0.0092, -0.0048, -0.0027
Si, 9.336, 4.5021, 18.4636, 0.0097, 0.0188, 0.0986
Si, 8.4239, 8.2273, 20.7808, -0.0229, -0.0195, 0.2812
Si, 6.5016, 4.99, 18.6785, -0.0186, 0.0071, 0.1065
Si, 1.0068, 2.2666, 15.5145, -0.0341, -0.0032, -0.1467
Si, 2.8546, 0.0594, 19.5307, 0.0453, 0.0123, 0.1559
Si, 4.6145, 3.9923, 11.5371, 0.0235, -0.0091, -0.3502
Si, 0.3932, 9.3402, 15.8719, -0.0017, 0.0133, -0.0828
Si, 9.1421, 1.0772, 10.3894, -0.0131, 0.0119, -0.4371
Si, 9.2317, 10.4864, 14.2191, -0.0135, -0.0372, -0.2621
Si, 6.8044, 5.1626, 10.0843, 0.01, -0.0013, -0.4683
Si, 7.4531, 2.2502, 17.8156, -0.0097, -0.0099, -0.0096
Si, 8.7756, 5.2292, 12.5658, -0.0055, -0.0143, -0.3169
Si, 0.4078, 0.5595, 17.9113, 0.0115, 0.0092, 0.0248
Si, 2.3909, 5.6267, 19.7183, 0.0057, 0.0066, 0.1496
Si, 5.0707, 10.8909, 13.158, 0.0349, 0.0148, -0.3167
Si, 10.427, 5.7494, 20.9826, -0.0016, -0.0101, 0.2867
Si, 1.6086, 4.4711, 10.6876, -0.0096, 0.0446, -0.4519
Si, 9.6603, 9.247, 11.3343, -0.0035, -0.0267, -0.3744
Si, 6.9931, 6.4723, 14.9018, 0.0421, -0.0339, -0.1421
Si, 1.8612, 7.1341, 14.7211, -0.0587, -0.0364, -0.1919
Si, 8.6108, 8.5747, 16.3632, -0.0156, 0.0163, -0.0511
Si, 0.3982, 6.8615, 11.9519, 0.031, 0.039, -0.332
Si, 5.5303, 3.8553, 14.4858, -0.0301, 0.0223, -0.1956
O, 9.8129, 1.7565, 11.7122, 0.0731, 0.0852, 0.2359
O, 3.0843, 3.8981, 11.0361, 0.0592, -0.0218, 0.1403
O, 4.2455, 8.7635, 15.9984, -0.0023, 0.0147, 0.0505
O, 0.1342, 8.4131, 11.4821, 0.0209, -0.0434, 0.1248
O, 9.9983, 0.4009, 18.7758, 0.0065, 0.0046, -0.0279
O, 0.8757, 6.7232, 13.5036, 0.067, 0.014, 0.2122
O, 0.6381, 3.6331, 11.6767, -0.0721, -0.0712, 0.1849
O, 8.6161, 9.7999, 20.3212, 0.0006, 0.0503, -0.1066
O, 9.7083, 4.61, 20.0511, -0.0258, -0.0342, -0.1197
O, 3.5256, 10.2703, 18.2454, 0.0122, -0.0081, -0.0493
O, 3.4086, 7.0384, 14.2185, 0.0111, 0.008, 0.0552
O, 8.427, 8.3113, 10.8319, 0.0638, 0.0529, 0.2175
O, 3.6131, 4.8169, 20.4414, -0.0492, 0.021, -0.096
O, 4.775, 0.3729, 16.2953, 0.0041, -0.0119, 0.0318
O, 9.7542, 7.2374, 20.6911, -0.0003, 0.0063, -0.0926
O, 7.4971, 1.0883, 10.4435, -0.0045, -0.0034, 0.1421
O, 4.8407, 8.2856, 20.3015, 0.0399, -0.0066, -0.0887
O, 3.9894, 1.0394, 13.7269, -0.0244, 0.0218, 0.1207
O, 5.111, 2.9632, 21.7134, 0.0094, 0.0407, -0.0964
O, 4.4587, 9.411, 13.4067, -0.0151, -0.0556, 0.0964
O, 2.1379, 4.9492, 18.2548, -0.019, -0.0162, -0.0545
O, 8.0099, 5.4183, 18.2349, 0.0004, -0.0074, -0.0259
O, 5.2794, 5.1883, 10.6505, -0.0631, -0.0474, 0.1831
O, 6.808, 2.9385, 14.0142, 0.0066, -0.0127, 0.0662
O, 0.0921, 1.6494, 16.7273, -0.0025, -0.0073, 0.0266
O, 1.6495, 8.6998, 15.1042, -0.0088, 0.0231, 0.0511
O, 7.3011, 1.6998, 16.2893, 0.0025, 0.009, 0.068
O, 5.9808, 7.5565, 14.2661, 0.0009, -0.0033, 0.046
O, 9.4607, 3.9126, 13.2343, -0.0045, -0.0061, 0.1032
O, 5.3418, 0.0464, 11.5669, -0.0465, -0.0709, 0.2528
O, 1.4738, 6.0865, 10.9956, -0.0475, 0.0425, 0.1683
O, 2.6579, 7.2311, 19.5807, -0.0084, -0.0157, -0.0711
O, 6.4112, 0.3036, 14.0353, 0.0342, 0.0256, 0.0965
O, 7.7567, 4.8302, 11.3659, 0.1047, -0.0033, 0.2617
O, 9.7809, 10.504, 10.3056, 0.0063, -0.0439, 0.1505
O, 4.722, 4.3166, 13.1427, 0.0408, 0.0021, 0.23
O, 1.0718, 5.591, 20.6572, 0.0401, -0.0012, -0.0975
O, 6.1211, 5.1395, 15.3284, 0.0024, 0.0105, 0.0527
O, 1.3379, 3.8015, 15.9171, 0.003, 0.0178, 0.0346
O, 5.5591, 6.3374, 18.3537, -0.0007, -0.0054, -0.0335
O, 2.381, 1.4067, 15.6885, -0.0034, 0.0013, 0.0349
O, 7.4367, 0.8577, 18.7378, 0.0003, 0.0114, -0.0232
O, 7.0167, 6.6085, 9.3792, -0.0188, -0.059, 0.1733
O, 6.3237, 4.7715, 20.2808, 0.0414, 0.0084, -0.1282
O, 8.2261, 9.6152, 15.167, -0.0081, -0.0323, 0.0798
O, 5.4427, 2.63, 11.2273, -0.043, 0.0739, 0.167
O, 7.2844, 7.6522, 19.7734, -0.0421, -0.0062, -0.0842
O, 10.5374, 5.0537, 17.5122, -0.004, -0.0004, -0.0193
O, 8.8019, 1.1212, 14.2236, -0.0186, 0.0073, 0.0706
O, 6.3027, 3.4315, 18.0733, 0.0088, -0.0164, -0.021
O, 4.5799, 2.9444, 15.469, -0.0163, -0.0179, 0.0513
O, -0.2054, 10.4452, 14.8341, 0.0328, -0.0202, 0.075
O, 1.5848, 0.9332, 18.9821, -0.0352, 0.0054, -0.0496
O, 8.0802, 6.0678, 13.7684, -0.0674, 0.0513, 0.1552
O, 3.8053, 1.1007, 20.3434, -0.044, -0.0491, -0.1473
O, 8.4446, 9.404, 17.7518, 0.003, -0.001, -0.0119
O, 8.9045, 2.9747, 18.0801, -0.0046, -0.0069, -0.0136
O, 2.4991, 9.7448, 20.5292, -0.0122, 0.0394, -0.0867
O, 1.5347, 6.3184, 16.0787, -0.0036, -0.02, 0.0541
O, 9.9045, 6.1233, 11.8351, -0.0374, -0.042, 0.122
O, 7.7319, 7.2116, 16.1711, 0.0133, 0.0191, 0.037
O, 5.7849, 9.0755, 17.9695, -0.0015, 0.0171, -0.0313
O, 0.8322, 10.065, 17.2477, 0.0003, 0.0011, 0.0105
O, 10.1993, 8.1948, 16.1961, -0.0014, -0.0047, 0.0212
O, 0.43, 2.2457, 13.9777, 0.0573, -0.0293, 0.1753
O, 9.19, 9.828, 12.7622, -0.0273, 0.0701, 0.2709

Results
free energy: -128315.017 eV
free energy less fixed offsets of H -15.97, O -568.88, Si -635.61 eV per atom: 6.053 eV

The program warned: the cutoff lies below the one the program advises for these potential files; the forces do not sum to zero within the program's tolerance; the exchange-correlation potential is rough where the density is thin.
